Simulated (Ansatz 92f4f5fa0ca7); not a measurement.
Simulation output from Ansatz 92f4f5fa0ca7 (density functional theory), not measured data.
Periodic cell of 207 atoms, Si128O79, from a study of silicon, its oxide and their interface. The atomic structure is a simulated model.
Doubt: the cutoff is far below the 930 eV that the study's wrapper takes by default for these files, so forces and energies are approximate.
This geometry differs little from another in the collection (a relaxation step or a small displacement).

Settings: functional PBE; potential files Ansatz PAW; basis plane waves; wave-function cutoff 580 eV; density cutoff ratio 5; exchange-correlation grid ratio 1; k mesh 1 x 1 x 1, Gamma-centred; self-consistency stop 5e-08 eV per atom in the density residual; occupations fixed; spin none; net charge 0.

Cell vectors (angstrom)
a, 10.938, 0, 0
b, 0, 10.938, 0
c, -2.9219, 2.0604, 30.2952

Atoms and the computed forces on them: element, x, y, z (angstrom), force x, y, z (eV/angstrom)
Si, 3.4939, 7.0366, 24.2728, -0.001, 0.0017, -0.0053
Si, 0.5576, 9.6461, 24.3743, 0.0097, -0.0021, 0.0011
Si, 4.5256, 13.5686, 24.2011, 0.0008, -0.003, -0.0007
Si, 1.7211, 5.3471, 24.1253, -0.0071, -0.0087, -0.019
Si, -3.8575, 10.9029, 24.3269, -0.0258, -0.0072, 0.0053
Si, -2.0134, 12.4494, 24.2324, 0.0233, 0.0208, -0.0021
Si, 6.2531, 15.2832, 24.3181, -0.0086, 0.0037, 0.0033
Si, -1.1489, 7.917, 24.3976, -0.0105, 0.001, -0.0049
Si, -0.2591, 11.5432, 25.5176, -0.0003, 0.0017, 0.0069
Si, 2.6378, 14.4541, 25.3741, 0.002, -0.0026, 0.0073
Si, -0.0647, 6.174, 25.5101, 0.0043, -0.0084, 0.0071
Si, 2.4948, 8.8206, 25.4693, -0.0007, 0.0018, -0.0022
Si, 5.3238, 11.7804, 25.5685, -0.0004, 0.0046, 0.0015
Si, 8.0419, 14.2911, 25.4741, 0.0027, -0.0025, -0.0015
Si, 5.2259, 17.0201, 25.5683, 0.0002, 0.0025, -0.0064
Si, -2.9585, 8.9833, 25.4727, 0.0048, -0.0031, 0.0136
Si, -1.6125, 10.2697, 26.9654, -0.0008, -0.0069, -0.0037
Si, 1.2131, 13.0078, 26.7133, 0.001, -0.0043, 0.0001
Si, -1.5121, 15.7183, 26.7787, -0.0058, 0.0022, 0.0023
Si, 1.204, 7.5315, 26.9701, -0.0049, 0.0025, -0.001
Si, 3.8938, 10.2865, 26.7629, -0.0031, 0.0014, -0.0038
Si, 6.6796, 13.0555, 26.99, 0.002, -0.0017, 0.002
Si, 3.8801, 15.7151, 26.962, 0.0013, -0.0069, 0.0041
Si, 6.6295, 7.539, 26.7981, 0.0087, 0.0042, 0.0003
Si, -0.2018, 8.9026, 28.275, 0.0004, -0.0039, 0.0093
Si, 2.5365, 11.6427, 28.1766, 0.001, 0.0012, -0.0056
Si, -0.1637, 14.3465, 28.1747, 0.0016, -0.0005, -0.0013
Si, 2.546, 17.0983, 28.3012, 0.0024, -0.0008, 0.0077
Si, 5.2655, 8.9097, 28.1866, -0.0017, 0.001, -0.0033
Si, 8.0004, 11.6434, 28.3075, -0.0007, 0.0047, 0.0124
Si, 5.2704, 14.3827, 28.2993, 0.0029, 0.0007, 0.0055
Si, -2.9094, 6.1596, 28.1777, 0.0024, -0.0002, -0.0063
Si, 1.1798, 10.2639, 29.6092, 0.0556, 0.2255, -0.1455
Si, 3.9143, 12.9984, 29.6092, -0.1269, -0.2197, -0.0379
Si, 1.1798, 15.7329, 29.6092, -0.2016, -0.2483, 0.0443
Si, 3.9143, 7.5294, 29.6092, 0.1624, 0.188, 0.0641
Si, 6.6488, 10.2639, 29.6092, -0.315, -0.161, 0.0914
Si, -1.5547, 12.9984, 29.6092, 0.3141, 0.1659, 0.0339
Si, -4.2892, 4.7949, 29.6092, 0.1615, 0.2949, -0.0158
Si, -1.5547, 7.5294, 29.6092, -0.1205, -0.1896, -0.0577
Si, 2.7345, 9.5708, 0.6813, 0.154, -0.0409, -0.0024
Si, 5.469, 12.3052, 0.6813, 0.0089, -0.1353, 0.0085
Si, 2.7345, 15.0397, 0.6813, -0.18, -0.0103, -0.0003
Si, 5.469, 6.8362, 0.6813, -0.0089, 0.1093, -0.0234
Si, 8.2035, 9.5708, 0.6813, -0.1658, -0.0244, 0.0187
Si, 0, 12.3052, 0.6813, 0.0078, 0.1793, -0.027
Si, 8.2035, 4.1018, 0.6813, 0.2234, 0.0289, -0.0032
Si, 10.938, 6.8362, 0.6813, -0.0028, -0.1692, 0.0056
Si, 1.3673, 8.2035, 2.0485, 0.233, -0.1026, 0.0167
Si, 4.1018, 10.938, 2.0485, 0.2233, -0.3257, -0.019
Si, 1.3673, 13.6725, 2.0485, -0.3232, 0.3091, -0.0806
Si, 4.1018, 5.469, 2.0485, -0.215, 0.2919, -0.0625
Si, 6.8362, 8.2035, 2.0485, -0.1697, 0.1922, 0.0108
Si, 9.5708, 10.938, 2.0485, -0.103, 0.089, 0.0393
Si, 6.8362, 13.6725, 2.0485, 0.2499, -0.2269, -0.0773
Si, 9.5708, 5.469, 2.0485, 0.1391, -0.2223, 0.0694
Si, 2.7366, 6.8458, 3.4816, 0.0004, 0.002, 0.0042
Si, 5.4672, 9.5522, 3.4782, -0.0016, -0.0004, -0.0015
Si, 2.7273, 12.3053, 3.3351, -0.0004, -0.0028, -0.0084
Si, 5.4886, 4.1228, 3.3456, -0.0035, -0.007, -0.0045
Si, 8.215, 6.8502, 3.37, 0.001, -0.0015, -0.0025
Si, 0.0177, 9.5769, 3.383, -0.0024, -0.002, 0.0011
Si, 8.2081, 12.2976, 3.4721, -0.0002, -0.0006, 0.0052
Si, -0.0057, 15.0377, 3.4827, -0.001, 0.0003, 0.0014
Si, 4.1093, 8.1967, 4.9191, -0.002, -0.002, -0.0024
Si, 6.8667, 10.8915, 4.8715, -0.0021, 0.0045, 0.0035
Si, 4.1049, 13.6713, 4.6075, -0.0004, 0.0055, 0.0008
Si, 6.8466, 5.4801, 4.6905, -0.0067, -0.004, -0.0046
Si, -1.3327, 8.1826, 4.7168, -0.0013, 0.0035, 0.0031
Si, 1.3861, 10.9692, 4.7057, -0.0021, -0.0033, -0.001
Si, 9.5697, 13.6534, 4.8952, -0.0011, -0.0015, 0.001
Si, 1.3587, 5.4868, 4.8833, 0.0013, 0.0027, 0.0057
Si, 5.3988, 12.3367, 6.0422, 0.0015, 0.0015, -0.0025
Si, 2.7817, 4.0191, 6.0718, -0.0059, -0.0084, -0.0027
Si, 4.5736, 4.8586, 7.3463, 0.0008, 0.001, 0.019
Si, -2.6513, 9.4651, 6.1896, 0.0029, 0.0039, -0.0013
Si, 0.0377, 12.222, 6.1996, 0.0043, -0.004, -0.0039
Si, 8.135, 4.1484, 6.1372, 0.0095, 0.0065, 0.0059
Si, -0.0492, 6.8795, 6.2341, 0.0011, -0.0092, -0.0006
Si, 2.6967, 9.6696, 6.1787, -0.0036, 0.004, -0.0029
Si, 1.8642, 2.2702, 7.353, -0.0175, 0.0246, 0.0005
Si, 5.5205, 6.7344, 6.2088, 0.0058, 0.0061, -0.0091
Si, 7.4135, 7.5945, 7.3709, -0.0018, 0.0005, 0.0041
Si, -0.8829, 10.4159, 7.478, -0.002, 0.0092, -0.0031
Si, 6.2776, 14.1224, 7.2667, 0.0002, 0.0002, -0.0043
Si, -1.8147, 5.8562, 7.4769, -0.0017, -0.0101, -0.0019
Si, 3.6202, 11.535, 7.3526, 0.021, -0.0224, 0.001
Si, 0.8713, 8.7575, 7.3846, -0.0007, 0.0008, 0.0067
Si, 1.2363, 8.9797, 14.7988, 0.0017, -0.0007, -0.0024
Si, -1.9716, 8.2417, 21.5271, 0.0042, -0.0028, -0.0063
Si, -1.269, 11.5084, 18.5289, 0.0008, 0.0011, 0.0102
Si, -0.3769, 6.8143, 16.3349, 0.0018, 0.0018, 0.005
Si, -2.4561, 5.71, 19.9219, 0.0014, -0.005, 0.0073
Si, 5.5231, 7.8712, 17.0817, 0.0021, -0.0023, 0.0072
Si, 1.7379, 8.4074, 9.5089, 0.0056, 0.0032, -0.0053
Si, 4.9551, 11.5486, 19.5843, 0.001, 0.0037, 0.0091
Si, 9.2214, 4.9884, 9.7322, -0.0107, 0.0103, -0.0235
Si, 0.6064, 13.694, 10.1829, -0.0104, -0.0077, 0.0161
Si, 2.5359, 5.9186, 12.7915, 0.0089, -0.0037, -0.015
Si, 3.1331, 9.3061, 18.6802, 0.0012, -0.0071, 0.0015
Si, -0.5788, 12.5751, 21.398, 0.0135, 0.0111, -0.0005
Si, 4.455, 7.4408, 22.1666, -0.0024, -0.0198, 0.0139
Si, 6.3509, 5.0027, 22.0478, 0.012, -0.0065, 0.0003
Si, 4.1179, 8.2173, 14.338, -0.0007, -0.0001, -0.0068
Si, 9.4488, 11.5424, 9.4893, -0.0009, -0.0172, -0.0119
Si, 1.2694, 10.8568, 16.8922, -0.0032, 0.0072, 0.0073
Si, 1.4249, 14.9535, 21.2729, -0.0025, -0.0053, 0.0036
Si, 3.3379, 12.4549, 15.1245, 0.0019, -0.0008, 0.0025
Si, 0.5524, 9.9171, 22.073, -0.0109, 0.0127, 0.0076
Si, 0.3504, 8.1105, 12.1635, 0.0052, 0.0119, -0.0055
Si, 5.6019, 13.227, 16.8884, -0.005, 0.0025, 0.0095
Si, 1.3987, 3.1383, 13.1666, 0.0018, -0.0005, -0.0097
Si, 4.1596, 10.4399, 10.1949, 0.0011, -0.01, 0.0053
Si, 9.2316, 13.4725, 13.7761, 0.0023, -0.0027, -0.0038
Si, 4.9408, 10.7702, 12.9533, -0.0074, 0.0019, -0.0108
Si, 6.6156, 5.24, 17.3506, 0, 0.0024, 0.0083
Si, 6.2512, 9.8853, 21.614, 0, -0.0025, -0.0177
Si, 4.2813, 13.7267, 21.8252, -0.0014, -0.0107, 0.0068
Si, 2.2425, 8.0002, 20.3401, -0.0047, -0.0081, -0.0056
Si, 0.4679, 5.7844, 19.18, -0.0034, -0.0071, 0.0069
Si, -2.7658, 11.8423, 16.0917, 0.0035, -0.0012, 0.0102
Si, 6.2416, 8.1405, 10.2769, -0.0027, 0.0035, -0.0113
Si, 8.4836, 7.0445, 12.0939, -0.0087, 0.0027, 0.0058
Si, -2.4924, 9.1106, 17.243, -0.0007, 0.0032, 0.0117
Si, -2.5693, 5.3503, 14.7373, 0.0023, -0.0008, 0.001
Si, 3.7535, 6.1089, 10.0502, 0.0033, 0.0033, 0.0043
Si, 7.2722, 13.6384, 9.2979, -0.0011, 0.0058, 0.0032
Si, 7.522, 11.9113, 11.6256, 0.004, -0.0007, -0.0004
O, -1.568, 7.3738, 22.8594, 0.0065, 0.0067, 0.0138
O, 6.1378, 10.5316, 20.1141, -0.0032, 0.0021, -0.0009
O, 4.1722, 11.454, 8.9291, -0.0032, 0.0084, -0.0107
O, -0.1673, 2.9977, 13.5753, -0.0014, 0.0012, 0.0043
O, 3.3498, 5.4206, 11.4643, -0.0006, 0.0006, 0.0067
O, -1.2261, 8.0183, 12.532, -0.0081, -0.0006, 0.0051
O, -3.2001, 4.9374, 21.1598, -0.0094, -0.0016, 0.0002
O, 9.1161, 6.0987, 10.9234, 0.0018, -0.0019, 0.003
O, -2.2396, 12.3814, 17.5487, 0.0012, -0.0015, -0.0053
O, -2.2487, 7.2974, 20.238, 0.0003, 0.0027, 0.0033
O, -3.7063, 5.5517, 15.8755, -0.0032, 0, 0.0035
O, 0.6317, 11.507, 21.6828, 0.0013, -0.0015, -0.0025
O, 6.6244, 12.8238, 10.5806, -0.0065, 0.0013, 0.0037
O, 4.9082, 9.0001, 21.9224, 0.0042, 0.0142, -0.0044
O, 1.6281, 2.7893, 8.9173, 0.0146, 0.0011, -0.028
O, -4.2515, 12.4795, 15.9165, -0.0008, 0.0012, -0.0029
O, -1.8388, 9.9562, 18.502, -0.0001, -0.0014, -0.0059
O, 5.3649, 12.2831, 18.1988, 0.0004, -0.0021, -0.0024
O, 6.0972, 14.6572, 17.4543, 0.0005, 0.0013, -0.0045
O, 8.4835, 10.9206, 10.697, 0.0049, 0.0063, 0.0011
O, 2.8842, 9.4612, 9.9981, -0.0106, -0.0052, 0.0014
O, -0.1707, 12.2481, 10.1823, 0.0077, 0.0025, 0.0148
O, 0.5131, 10.2105, 15.592, -0.0007, 0.0006, 0.0004
O, -3.9458, 8.4331, 17.5246, 0.0001, 0.0005, -0.0056
O, 7.1554, 7.999, 8.9503, 0.0012, -0.0039, 0.0059
O, 8.5635, 12.8924, 12.4136, -0.0039, -0.0037, 0.0019
O, 4.1576, 4.9874, 8.9548, 0.0055, -0.0084, -0.0141
O, 3.5671, 10.7446, 19.3261, 0.0006, 0.0063, -0.0052
O, 0.3969, 6.0347, 17.5607, 0.0012, -0.0029, 0
O, 2.4539, 6.9299, 9.4856, -0.0074, 0.0006, 0.0018
O, 0.9564, 9.2047, 13.2069, -0.0039, 0.0009, -0.0005
O, 6.4138, 10.9967, 22.7915, -0.0047, 0.0145, 0.0178
O, 0.8866, 7.2048, 19.877, 0.0123, 0.0097, 0.0013
O, 7.2096, 7.9048, 11.5615, 0.0041, -0.0025, 0.0046
O, -3.2328, 5.4891, 18.524, 0.0017, 0.0006, -0.0033
O, 2.4704, 11.7959, 16.3423, -0.002, -0.0029, -0.001
O, 0.0869, 14.0391, 21.306, -0.0022, -0.0067, -0.0043
O, 0.2457, 11.6234, 17.8966, -0.0002, -0.0006, -0.0038
O, 8.0042, 6.2541, 13.4333, -0.0016, 0.0041, -0.0012
O, 4.7998, 9.1479, 13.1753, 0.0001, -0.0005, 0.0075
O, 1.4827, 2.8779, 11.5546, 0.0048, 0.0007, 0.0023
O, 2.7158, 14.017, 21.5043, -0.0008, 0.0026, -0.003
O, 7.8167, 4.1451, 9.8669, 0.006, -0.0005, 0.0041
O, 4.3521, 11.4756, 14.2953, 0.0002, -0.0009, 0.0042
O, 5.0344, 7.0663, 10.2922, 0.0026, -0.003, 0.0042
O, -1.1229, 5.7109, 15.3981, -0.0003, 0.0002, 0.0023
O, -1.4511, 7.9147, 16.877, -0.001, -0.0005, -0.0028
O, 4.7181, 12.5214, 20.8455, 0.0038, 0.003, -0.0058
O, 5.5782, 9.6253, 10.2437, 0.0025, 0.0026, 0.0022
O, 3.5558, 6.817, 13.7019, 0.003, -0.0026, 0.0063
O, 2.306, 13.0417, 14.0245, -0.0036, 0.0025, 0.0017
O, 5.1998, 15.0061, 21.3417, 0.0017, 0.0008, 0.0016
O, 1.1887, 6.7277, 12.3601, -0.0046, -0.0038, 0.0041
O, 5.2549, 7.9662, 15.4741, 0.0011, -0.0007, 0.0019
O, 5.8202, 6.5554, 21.9625, -0.0077, 0.0085, 0.0023
O, 2.0083, 4.5985, 13.5719, -0.0034, -0.0029, 0.0076
O, 6.5197, 11.1613, 12.6771, 0.002, 0.0018, 0.0007
O, -0.805, 9.3586, 21.317, -0.0053, -0.0021, -0.0074
O, -0.4243, 4.0254, 10.0445, -0.0017, -0.0043, 0.0078
O, 0.706, 7.5466, 15.3644, 0.0004, -0.0022, 0.0019
O, 1.8655, 9.5717, 17.6926, 0.0091, -0.0001, 0.0043
O, -1.6812, 12.6143, 22.6045, -0.0059, -0.0005, 0.0112
O, 8.3551, 3.806, 14.2624, -0.0019, -0.0037, 0.0048
O, -3.3689, 8.9888, 21.778, 0.0029, -0.0043, 0.0038
O, 1.313, 5.0867, 22.52, 0.0034, 0.0122, 0.0207
O, -1.3305, 12.1612, 20.0085, -0.0021, -0.0024, 0.0013
O, -0.9456, 5.1658, 19.699, -0.0015, 0.0022, -0.0034
O, 2.8553, 9.011, 15.0085, 0.0008, 0.001, 0.0035
O, 3.367, 7.0049, 21.0074, -0.0022, -0.0065, 0.0006
O, 8.5787, 12.7594, 8.7786, -0.0071, 0.0049, -0.0043
O, 1.5499, 15.6402, 19.7772, -0.001, 0.0029, 0.0017
O, 4.4066, 8.7269, 17.8635, -0.0054, 0.0038, -0.0015
O, -1.7654, 12.3216, 14.9144, 0.0007, 0.003, -0.0008
O, 4.056, 11.2054, 11.6366, 0.0044, 0.0009, 0.0052
O, 5.3976, 6.3086, 17.5514, 0.0009, -0.0011, -0.0038
O, 4.2902, 13.5027, 15.9477, 0.0024, 0.0007, -0.0013
O, 1.829, 9.0889, 21.4986, 0.0084, -0.0063, -0.0008
O, -2.7414, 10.2043, 16.0443, 0.0002, -0.0012, -0.0012
O, 0.5162, 8.5448, 10.6017, 0.0014, 0.0017, 0.0005

Results
free energy: -126302.788 eV
free energy less fixed offsets of O -568.88, Si -635.61 eV per atom: -3.188 eV

The program warned: the cutoff lies below the one the program advises for these potential files; the forces do not sum to zero within the program's tolerance; the exchange-correlation potential is rough where the density is thin.
